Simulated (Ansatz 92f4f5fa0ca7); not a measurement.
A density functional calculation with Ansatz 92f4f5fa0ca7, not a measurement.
Periodic cell of 214 atoms, Si128O86, from a study of silicon, its oxide and their interface. The atomic structure is a simulated model.
This geometry differs little from another in the collection (a relaxation step or a small displacement).

Settings: functional r2SCAN; potential files Ansatz PAW; basis plane waves; wave-function cutoff 800 eV; density cutoff ratio 5; exchange-correlation grid ratio 1; k mesh 1 x 1 x 1, shifted by 0.5 0.5 0 of a step; self-consistency stop 1e-10 eV per atom in the density residual; occupations fixed; spin none; net charge 0.

Cell vectors (angstrom)
a  10.88  0  0
b  0  10.88  0
c  -2.6705  3.8909  31.3731

Atoms: element, x, y, z (angstrom)
Si  7.8923  6.296  -2.034
Si  12.5812  8.7238  -2.8549
Si  8.2253  4.1001  1.4607
Si  6.8873  13.4182  0.3775
Si  1.9455  7.5667  0.0823
Si  4.4771  10.5707  0.0855
Si  11.7391  14.216  0.1577
Si  5.3986  4.3467  -1.7208
Si  8.1249  9.5565  1.3791
Si  9.5351  13.5732  2.7997
Si  8.6139  10.1224  -8.2051
Si  10.9571  6.7491  1.3212
Si  2.7836  9.443  1.2857
Si  5.4302  12.1171  1.5879
Si  13.4873  15.0296  1.5021
Si  5.4129  6.8265  1.4344
Si  6.816  10.8058  2.9013
Si  10.7897  12.3122  1.2176
Si  6.8083  5.4625  2.7376
Si  9.5535  8.1683  2.6305
Si  12.2243  10.8921  2.5438
Si  14.8919  13.5779  2.7468
Si  12.1926  16.3612  2.8922
Si  4.0951  8.196  2.818
Si  5.4325  9.4948  4.2289
Si  8.1745  12.2312  4.1515
Si  5.4229  14.9582  4.0548
Si  8.181  6.8316  4.0663
Si  10.8999  9.5414  3.983
Si  13.532  12.2083  4.0612
Si  10.8575  14.9416  4.187
Si  13.5995  6.8404  4.1515
Si  6.8247  8.125  5.5105
Si  9.5643  10.8578  5.4255
Si  6.7815  13.6156  5.4321
Si  9.4845  16.3349  5.4816
Si  12.215  8.2077  5.4283
Si  14.9128  10.8991  5.4817
Si  12.2371  13.5691  5.4943
Si  14.9601  16.3139  5.4392
Si  8.205  9.5269  6.8063
Si  10.8677  12.204  6.8348
Si  8.1112  14.9599  6.8211
Si  10.8886  6.8228  6.7948
Si  13.5532  9.5244  6.8233
Si  5.4311  12.2797  6.8002
Si  13.6237  14.9558  6.8092
Si  5.423  6.7633  6.8267
Si  6.8281  10.9193  8.1196
Si  9.482  13.5757  8.1525
Si  6.7379  16.2781  8.1979
Si  9.5514  8.1717  8.1743
Si  12.2186  10.8611  8.2111
Si  4.1123  13.6379  8.193
Si  12.2551  5.4473  8.1403
Si  14.9234  8.1489  8.1467
Si  5.4367  9.5564  9.4009
Si  8.1333  12.254  9.5767
Si  5.4216  14.9589  9.6597
Si  8.1345  6.7943  9.4234
Si  10.8805  9.5057  9.6104
Si  13.6223  12.249  9.468
Si  10.88  14.9374  9.4412
Si  13.5991  6.7824  9.5546
Si  6.7685  8.1777  10.7089
Si  9.4842  10.8804  10.9415
Si  6.7953  13.5835  11.028
Si  9.4644  5.3995  10.7275
Si  12.2517  8.1113  10.9527
Si  4.1294  10.9139  10.7876
Si  12.2592  13.5913  10.7914
Si  4.0537  16.3594  11.011
Si  8.037  9.4754  12.1826
Si  10.9194  12.2598  12.1969
Si  8.2164  15.0079  12.2809
Si  10.7576  6.6998  12.151
Si  2.8741  9.5002  12.1542
Si  5.398  12.1978  12.3467
Si  13.4935  14.9595  12.2727
Si  5.5196  6.9143  12.2279
Si  6.3464  10.3828  13.5667
Si  9.9933  14.0113  13.4839
Si  6.6269  8.3178  0.0748
Si  8.9787  7.6836  13.3473
Si  1.6831  11.0465  13.3865
Si  3.7403  13.3748  13.5866
Si  9.5705  5.4189  19.7651
Si  4.6183  8.6828  13.5377
Si  3.8787  7.5035  15.4448
Si  10.0756  7.9112  21.4743
Si  7.2823  5.9465  13.4708
Si  8.58  14.9033  22.2731
Si  5.1928  6.3154  -5.7079
Si  4.141  11.0494  -7.6217
Si  13.0875  8.6908  -8.0918
Si  5.0676  13.9782  16.3617
Si  10.4102  7.7906  16.0394
Si  11.5728  10.6676  21.1089
Si  12.6884  13.1578  -7.5227
Si  8.1207  6.9767  17.8443
Si  8.4968  10.4938  -5.179
Si  7.1311  9.0807  21.5065
Si  5.8187  5.886  -8.6993
Si  11.9822  6.1714  15.3735
Si  7.8761  7.4034  -4.9813
Si  4.4391  7.4364  21.1449
Si  13.0476  11.1131  18.6521
Si  4.0255  8.6966  18.4004
Si  3.6468  5.8374  0.2545
Si  5.6702  11.6918  -5.0588
Si  8.619  6.9874  -7.8181
Si  12.6669  14.8784  -5.1309
Si  3.1661  13.857  18.7932
Si  12.231  13.2608  -2.6626
Si  7.0612  11.733  16.3341
Si  3.6024  4.4213  21.6316
Si  4.8718  14.5332  -4.5718
Si  9.033  11.2355  -0.0257
Si  11.4448  4.1249  17.5761
Si  9.7062  13.1223  15.6531
Si  11.4938  10.5584  16.1215
Si  6.9314  9.7695  18.6434
Si  11.6057  4.9188  13.4367
Si  13.034  7.0003  -5.4322
Si  3.5767  11.119  -2.7787
Si  9.8837  5.0581  0.0725
Si  10.2918  10.9445  -2.7569
Si  6.3358  5.67  15.6255
O  6.9034  10.701  15.0901
O  5.8334  14.1421  -0.628
O  4.1952  5.3032  -1.2165
O  12.1175  10.1604  14.6844
O  11.3821  9.7791  -2.8198
O  7.3829  7.5944  -1.1948
O  12.5691  13.9154  -1.2377
O  9.7469  6.0784  -8.5221
O  7.8  8.4361  18.4136
O  9.5781  6.9833  17.1624
O  3.3837  14.675  -5.1508
O  11.7353  11.2366  19.5996
O  13.3619  12.2366  -3.1983
O  7.9192  12.3911  -0.3865
O  4.2094  14.3588  17.6674
O  12.2268  5.2225  16.6808
O  7.2222  6.6449  -8.5487
O  4.2958  5.8793  21.5312
O  4.1901  14.0408  15.0024
O  4.8538  14.3694  -2.9748
O  8.3828  8.9179  -4.9115
O  12.5383  7.8121  -1.5265
O  5.3924  9.5326  18.2423
O  7.0137  6.6126  16.7461
O  9.2309  4.2531  20.82
O  10.6315  11.6278  21.9943
O  3.7537  6.8576  -5.2431
O  5.6733  5.009  -4.8963
O  8.514  8.2789  21.5212
O  12.5867  11.2179  17.1033
O  4.1608  7.5619  19.5445
O  10.4103  14.1446  16.6849
O  12.4444  7.7962  -4.1647
O  13.5335  12.2206  13.9952
O  13.3128  6.9995  14.9384
O  6.2932  7.4445  -5.364
O  5.6504  12.4862  16.5495
O  5.1023  5.859  -7.2573
O  12.5444  14.0641  18.2545
O  7.1585  10.4151  -8.8283
O  11.4905  12.3533  -8.2378
O  4.7982  6.1698  15.5266
O  6.6978  5.2189  -2.0869
O  3.5426  9.5611  -7.824
O  5.2003  10.9572  -6.4155
O  11.8801  9.7127  -8.3889
O  8.1949  5.8759  19.0238
O  5.5516  9.445  -0.472
O  10.9413  9.1688  16.7386
O  13.044  4.5466  22.369
O  13.0706  10.6317  21.7071
O  12.0449  14.4797  -3.7024
O  8.8927  8.5466  -8.073
O  9.2159  5.6395  -1.3453
O  12.7162  7.7985  -6.801
O  4.8069  11.2608  -3.785
O  10.8777  12.4163  -2.456
O  9.3422  10.5798  -1.4998
O  5.9311  7.9921  21.4407
O  9.3994  8.2342  14.8424
O  3.9715  11.3847  -1.239
O  3.4241  14.6708  20.1549
O  9.6477  11.0582  -4.2229
O  13.2462  14.3542  -8.4633
O  10.2751  6.7159  20.4133
O  2.9937  12.1078  -7.2022
O  10.6249  4.8205  18.7401
O  3.0585  9.5947  -2.9293
O  8.1459  12.8842  16.007
O  8.8012  10.7838  -6.7404
O  5.5951  13.2885  -5.2793
O  12.0662  13.8387  -6.2077
O  12.3423  5.5365  -5.4972
O  6.9985  14.6679  22.1398
O  3.2701  12.2512  18.9991
O  3.6897  8.0972  16.9412
O  7.1708  11.2678  -4.7451
O  10.3446  11.6419  15.82
O  7.4817  10.9507  17.6878
O  3.389  8.3055  22.0326
O  7.0522  10.091  20.225
O  6.2853  4.1504  16.1825
O  8.216  6.702  -3.5712
O  10.9498  9.1853  21.0509
O  8.6111  6.6585  -6.2299
O  2.841  9.669  18.8797

Results
free energy: -130929.459 eV
free energy less fixed offsets of O -570.45, Si -639.56 eV per atom: -7.079 eV

Forces (eV/angstrom), in the order of the atoms: element, x, y, z
Si  -0.0087  0.0052  -0.1211
Si  0.0029  -0.0013  -0.1199
Si  0.0011  -0.0008  0.0024
Si  -0.0126  0.007  -0.0339
Si  -0.0093  0.0089  -0.0514
Si  -0.0071  0.0129  -0.0528
Si  0.015  -0.0082  -0.0399
Si  0.002  -0.0155  -0.1057
Si  -0.0007  0.002  0.0026
Si  0.0001  -0.0001  -0.0001
Si  -0.0119  0.0019  -0.1205
Si  0.001  -0.0014  0.0019
Si  0.0007  -0.0002  0.0036
Si  -0.0012  -0.001  0.0015
Si  0.0003  0.001  0.0009
Si  -0.0006  0.0011  0.0032
Si  0.0003  -0.0009  0.0001
Si  -0.0028  0.0013  0.0044
Si  -0.0011  -0.0001  -0.0024
Si  -0.0008  -0.0004  -0.001
Si  -0.0001  0.0001  -0.0018
Si  -0.0004  -0.0002  -0.0018
Si  -0.0005  -0.0002  0
Si  -0.0008  0.0001  -0.0004
Si  -0.0008  -0.0006  0.0001
Si  0  0.0001  -0.0002
Si  -0.0002  0.0003  -0.0004
Si  -0.0001  0.0006  0.0001
Si  -0.0006  -0.0005  0.0004
Si  -0.0012  -0.0007  0
Si  -0.0003  0.0006  0.0006
Si  -0.001  -0.0001  0.0008
Si  0.0006  -0.0003  0.0005
Si  -0.0003  -0.0005  0.0004
Si  -0.0007  -0.0004  0.0005
Si  -0.0011  -0.0003  0.0005
Si  -0.0003  0.0009  0.0001
Si  -0.0001  -0.0001  0.0007
Si  -0.0004  -0.001  0.0009
Si  -0.0004  0.0007  0.0002
Si  -0.0004  0.0001  0.0003
Si  -0.0005  -0.0003  0.0001
Si  -0.0009  0.0003  0.0005
Si  -0.0009  -0.0001  0.0003
Si  -0.0013  0.0001  0.0003
Si  -0.0003  0  0.0012
Si  0.0003  -0.0004  0.0005
Si  -0.0005  -0.0004  0.0006
Si  -0.001  0.0005  0
Si  -0.0004  -0.0007  0.0007
Si  -0.0015  -0.0001  0.0011
Si  -0.0006  -0.0002  0.0006
Si  -0.0004  -0.0006  0.0006
Si  -0.0005  0  0.0002
Si  0.0003  -0.0002  0.0006
Si  -0.0006  0.0002  0.0008
Si  -0.0009  -0.0001  -0.0005
Si  -0.0004  -0.0003  0.0001
Si  -0.0009  0.0003  -0.0003
Si  0.0002  -0.0008  -0.0011
Si  -0.0006  -0.0004  0.0016
Si  -0.001  -0.0001  0.0003
Si  -0.0012  -0.0003  -0.0003
Si  -0.0008  -0.0002  0.0002
Si  0.0004  0.0011  0.0003
Si  -0.0023  0.0005  0.0002
Si  0.0007  -0.0009  -0.0004
Si  0.0011  -0.0009  -0.0003
Si  0.0012  -0.0009  -0.001
Si  0.0011  -0.0011  0.0012
Si  -0.002  0.0012  0.0017
Si  -0.0015  0.0003  0.0007
Si  -0.0006  -0.0006  0.0004
Si  -0.001  -0.0041  0.0008
Si  -0.0026  -0.0023  0.001
Si  -0.0024  0.0034  0.0023
Si  -0.004  -0.0001  0.0003
Si  -0.0002  0.0006  0.0036
Si  0.0037  -0.0016  0.0012
Si  -0.0033  -0.002  0.0004
Si  -0.01  -0.0058  -0.0306
Si  0.0012  0.001  0.0001
Si  0.0079  -0.0075  -0.0451
Si  -0.0062  -0.007  -0.0281
Si  0.0026  0.0087  -0.0311
Si  -0.0062  -0.009  -0.0378
Si  -0.0009  0.0039  -0.1406
Si  0.0028  0.0048  -0.0014
Si  0.0076  -0.0021  -0.0764
Si  -0.0109  -0.0027  -0.1158
Si  0.0036  0.001  -0.0021
Si  0.0101  0.0082  -0.1154
Si  -0.0064  -0.0006  -0.1192
Si  -0.0121  0.0035  -0.1202
Si  -0.0004  0.0054  -0.1208
Si  0.0136  0.0061  -0.093
Si  0.0119  0.0025  -0.0738
Si  0.0079  -0.0041  -0.1254
Si  0.0016  -0.0058  -0.1289
Si  -0.0053  -0.0025  -0.1148
Si  -0.015  -0.0083  -0.1251
Si  -0.0053  -0.0028  -0.1238
Si  -0.001  -0.0137  -0.1328
Si  -0.0079  0.0078  -0.054
Si  -0.0013  0.0093  -0.1358
Si  0.0092  0.0001  -0.1199
Si  0.0132  0.0023  -0.1182
Si  -0.0072  -0.0013  -0.1274
Si  0.0109  -0.0136  -0.0348
Si  0.0137  -0.0189  -0.1178
Si  0.0099  -0.0165  -0.1243
Si  0.001  -0.0032  -0.1234
Si  -0.0045  -0.0081  -0.1276
Si  -0.001  0.0075  -0.1135
Si  0.0015  0.007  -0.0924
Si  0.0101  0.0032  -0.1381
Si  -0.0018  0.0121  -0.1119
Si  0.0061  -0.0098  -0.0587
Si  0.002  -0.0018  -0.1236
Si  -0.0031  0.0016  -0.0691
Si  -0.0235  -0.0093  -0.091
Si  0.0076  0.0079  -0.1186
Si  -0.0041  -0.001  0.0036
Si  0.0109  0.0018  -0.1296
Si  0.0151  0.002  -0.111
Si  -0.0145  0.0125  -0.035
Si  0.0013  0.0012  -0.1144
Si  -0.0016  -0.0094  -0.0693
O  0.0118  0.0179  0.0605
O  0.0165  -0.0176  0.0473
O  -0.0217  0.021  0.0546
O  -0.0122  0  0.0534
O  0.0028  0.0007  0.0392
O  -0.0163  0.0218  0.0558
O  -0.0099  0.017  0.0742
O  -0.0162  0.0284  0.0677
O  -0.0107  0.0211  0.0433
O  -0.0332  -0.0121  0.0613
O  0.0177  -0.0032  0.0479
O  -0.022  -0.0114  0.0842
O  -0.0035  -0.0013  0.0401
O  -0.0031  0.004  0.0244
O  -0.0292  -0.003  0.0698
O  -0.0041  -0.0322  0.0656
O  0.0124  0.0096  0.0504
O  -0.0043  -0.0174  0.0406
O  0.0124  0.0056  0.0576
O  0.0101  0.015  0.0832
O  0.0014  0.0012  0.0404
O  0.0087  -0.024  0.0851
O  0.0013  -0.0023  0.0416
O  0.0217  0.0211  0.0699
O  -0.0189  -0.0253  0.0883
O  -0.0164  0.0274  0.0706
O  -0.0037  0.0003  0.0396
O  -0.0019  -0.0253  0.05
O  0.0095  -0.0038  0.0404
O  0.0234  0.0078  0.0707
O  0.0055  -0.021  0.0909
O  0.0281  0.0235  0.0637
O  -0.0095  0.0359  0.0892
O  0.0003  0.001  0.0192
O  0.0001  0.0032  0.024
O  0.0117  0.0037  0.0434
O  -0.0052  -0.0014  0.0315
O  -0.0139  0.0111  0.1062
O  0.0208  -0.009  0.0471
O  0.0283  -0.0165  0.0582
O  0.0128  0.0174  0.0527
O  -0.0103  -0.0058  0.0286
O  -0.0021  -0.0009  0.0404
O  0.0075  0.0058  0.0397
O  0.0274  0.0131  0.0857
O  0.013  -0.0189  0.0412
O  0.0167  -0.0204  0.0658
O  0.0022  -0.0031  0.0245
O  -0.0007  0.0105  0.0349
O  -0.0291  -0.0098  0.0731
O  0.0228  -0.0127  0.0621
O  -0.0079  -0.0282  0.0773
O  -0.0002  -0.0022  0.0401
O  0.0271  -0.019  0.0554
O  -0.002  -0.0331  0.0899
O  -0.0345  -0.0081  0.0723
O  -0.0002  -0.0013  0.0376
O  -0.0155  0.0053  0.0707
O  0.0037  0.0037  0.0399
O  0.0176  0.0032  0.0554
O  0.0139  -0.0098  0.0776
O  0.0111  0.0293  0.1008
O  0.032  0.0039  0.0807
O  0.0017  -0.0253  0.0788
O  0.0081  0.0278  0.0622
O  0.0055  -0.0001  0.0409
O  -0.0301  0.0204  0.0758
O  -0.0068  0.0001  0.0354
O  -0.0137  -0.011  0.0317
O  0.0015  0.005  0.0994
O  -0.0052  0.0128  0.0443
O  0.0009  0.0299  0.0835
O  0.0019  -0.0071  0.0389
O  -0.0147  -0.0106  0.0467
O  -0.0031  -0.0018  0.0395
O  0.0035  0.0196  0.0935
O  -0.0035  0.0063  0.0367
O  0.0145  -0.0125  0.029
O  -0.0033  -0.0305  0.0661
O  -0.0154  0.0257  0.0564
O  0.0041  -0.012  0.0892
O  -0.0102  -0.0131  0.0303
O  0.0026  -0.0254  0.1006
O  -0.0022  -0.0024  0.0378
O  -0.0128  0.0071  0.0911
O  -0.0061  0.0036  0.0412

The program warned: the cutoff lies below the one the program advises for these potential files; the forces do not sum to zero within the program's tolerance; empty levels may hold ghost states of the PAW files; the exchange-correlation potential is rough where the density is thin.
